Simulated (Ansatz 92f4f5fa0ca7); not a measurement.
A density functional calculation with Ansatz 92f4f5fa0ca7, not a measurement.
Periodic cell of 221 atoms, Si132O88H1, from a study of silicon, its oxide and their interface. The atomic structure is a simulated model.

Settings: functional PBE; potential files Ansatz PAW; basis plane waves; wave-function cutoff 700 eV; density cutoff ratio 5; exchange-correlation grid ratio 1; k mesh 2 x 2 x 1, shifted by 0.5 0.5 0.5 of a step; self-consistency stop 5e-08 eV per atom in the density residual; occupations fixed; spin none; net charge +1 e, with a uniform compensating background and no finite-size correction.

Cell vectors (angstrom)
a 10.938 0 0
b 0 10.938 0
c 0 0 32.2047

Atoms and the computed forces on them: element, x, y, z (angstrom), force x, y, z (eV/angstrom)
Si 0.1859 -0.1325 24.5488 -0.0082 -0.0407 -0.0255
Si 5.5907 -0.3135 24.8083 -0.0072 -0.0003 -0.0114
Si 2.5153 3.0453 24.5331 0.0308 0.0377 0.0324
Si 8.0817 2.9725 25.1011 0.0193 0.0159 -0.0399
Si 0.042 5.1257 24.7216 -0.0529 -0.0298 -0.02
Si 5.8235 5.1451 24.6963 -0.0315 0.0101 0.0433
Si 2.4431 8.5128 24.6499 0.0116 0.0353 0.0203
Si 7.9877 8.5962 24.8435 0.0454 -0.0283 -0.0018
Si 1.3983 1.4093 25.8971 -0.0014 0.0284 0.0525
Si 6.7516 1.3299 26.0837 0.0137 -0.0019 -0.0005
Si 4.0712 4.1597 25.9671 -0.0331 -0.0126 -0.0189
Si 9.6123 4.133 26.3587 0.0439 0.0407 -0.0438
Si 1.2674 6.8467 25.888 0.0207 -0.0017 0.0331
Si 6.8563 6.857 26.0013 -0.0197 0.0047 -0.0006
Si 4.0308 9.504 26.1281 -0.0372 0.0239 -0.044
Si 9.5854 9.7348 26.0799 0.0212 -0.0153 -0.0017
Si 2.7146 0.0477 27.3951 -0.014 -0.0011 0.009
Si 8.1785 0.0588 27.4607 0.0107 -0.0015 0.0144
Si 0.0667 2.6586 27.4607 0.0321 -0.019 -0.0035
Si 5.3989 2.7568 27.3992 -0.0147 -0.0061 0.012
Si 2.6947 5.5376 27.3496 0.024 -0.0234 -0.017
Si 8.177 5.554 27.4875 -0.0301 0.0145 0.0065
Si -0.0317 8.2167 27.3727 0.007 0.0039 -0.0053
Si 5.4563 8.1579 27.4249 0.0199 -0.0152 0.0219
Si 4.1018 1.3673 28.7865 -0.2099 0.1291 0.0576
Si 9.5708 1.3673 28.7865 0.0986 0.0244 0.4512
Si 1.3673 4.1018 28.7865 0.351 0.0681 -0.1863
Si 6.8362 4.1018 28.7865 -0.2744 0.0274 -0.1414
Si 4.1018 6.8362 28.7865 -0.211 -0.1991 0.0459
Si 9.5708 6.8362 28.7865 0.1049 0.5769 0.3556
Si 1.3673 9.5708 28.7865 -0.1 0.0514 -0.3717
Si 6.8362 9.5708 28.7865 -0.0272 -0.1687 -0.0886
Si 0 0 30.1537 -0.1359 -0.1125 0.0276
Si 5.469 0 30.1537 -0.011 -0.0141 -0.0583
Si 2.7345 2.7345 30.1537 0.1198 0.0847 0.0308
Si 8.2035 2.7345 30.1537 0.1222 0.0391 -0.0303
Si 0 5.469 30.1537 -0.0197 -0.0073 -0.0658
Si 5.469 5.469 30.1537 -0.0981 -0.1333 0.0201
Si 2.7345 8.2035 30.1537 0.0487 0.0329 -0.052
Si 8.2035 8.2035 30.1537 0.1231 0.0431 0.0508
Si 1.3673 1.3673 31.521 -0.0197 0.0426 -0.0251
Si 6.8362 1.3673 31.521 -0.0229 -0.0212 -0.0132
Si 4.1018 4.1018 31.521 -0.0168 -0.0404 0.0324
Si 9.5708 4.1018 31.521 -0.0447 0.0335 0.0075
Si 1.3673 6.8362 31.521 0.012 0.0041 -0.0136
Si 6.8362 6.8362 31.521 -0.0001 0.0438 -0.0175
Si 4.1018 9.5708 31.521 -0.0151 -0.0027 0.0066
Si 9.5708 9.5708 31.521 -0.0307 0.03 0.0352
Si 2.7345 0 0.6835 -0.011 -0.0031 0.0076
Si 8.2035 0 0.6835 0.0581 0.0092 -0.0061
Si 0 2.7345 0.6835 -0.0146 -0.0266 0.005
Si 5.469 2.7345 0.6835 0.0556 -0.0082 -0.0118
Si 2.7345 5.469 0.6835 0.011 -0.0094 -0.0122
Si 8.2035 5.469 0.6835 0.023 -0.0463 0.0122
Si 0 8.2035 0.6835 -0.0171 -0.0082 -0.0146
Si 5.469 8.2035 0.6835 0.0222 -0.0034 0.0104
Si 4.1018 1.3673 2.0507 0.0294 0.082 0.04
Si 9.5708 1.3673 2.0507 -0.0577 -0.0633 -0.0147
Si 1.3673 4.1018 2.0507 0.0773 0.0428 -0.0098
Si 6.8362 4.1018 2.0507 -0.0838 -0.0589 0.0121
Si 4.1018 6.8362 2.0507 -0.1135 -0.0423 0.015
Si 9.5708 6.8362 2.0507 0.0398 0.0818 0.0324
Si 1.3673 9.5708 2.0507 -0.0556 -0.0352 0.0166
Si 6.8362 9.5708 2.0507 -0.0445 0.0064 -0.0063
Si 0 0 3.418 -0.32 -0.1217 -0.2677
Si 5.469 0 3.418 0.3188 -0.0486 0.1248
Si 2.7345 2.7345 3.418 0.3184 0.5087 -0.2084
Si 8.2035 2.7345 3.418 -0.0265 -0.0808 0.1475
Si 0 5.469 3.418 0.1907 0.0195 0.2738
Si 5.469 5.469 3.418 -0.1237 -0.4497 0.0796
Si 2.7345 8.2035 3.418 -0.0845 -0.251 -0.1384
Si 8.2035 8.2035 3.418 0.061 0.0018 0.075
Si 1.3632 1.391 4.6814 -0.0328 0.0003 -0.1104
Si 6.8635 1.3441 4.8257 -0.0179 -0.0251 -0.0274
Si 4.1272 4.0726 4.8692 -0.0028 0.061 -0.037
Si 9.5778 4.0917 4.7881 -0.0227 0.0039 0.0328
Si 1.3916 6.8402 4.8316 -0.0024 -0.0136 -0.0123
Si 6.8843 6.7498 4.7657 -0.0127 -0.0487 0.0019
Si 4.1289 9.5155 4.7439 -0.0423 -0.022 0.0271
Si 9.5602 9.5707 4.805 -0.0084 -0.0229 -0.0515
Si 2.6626 -0.0599 5.9279 0.1369 0.0476 0.1669
Si 8.2062 -0.0085 6.2426 -0.0516 -0.0306 0.0318
Si 0.0271 2.7024 6.0818 -0.0259 0.0542 0.0055
Si 5.4576 2.5781 6.2588 0.1096 0.0451 0.038
Si 2.741 5.5119 6.2961 0.0052 -0.0045 -0.0229
Si 8.1871 5.3595 6.2206 0.0337 0.0339 -0.0045
Si -0.0458 8.152 6.1674 0.0874 0.0959 0.0916
Si 5.4758 8.1007 6.0905 0.0709 0.0882 0.0102
Si 3.7261 1.3667 7.4422 -0.2118 -0.1034 -0.0621
Si 9.9049 1.1358 7.4459 0.0254 -0.0038 0.0387
Si 1.622 3.7803 7.4357 0.1863 -0.0896 0.0612
Si 6.6549 4.1249 7.5786 -0.0365 0.0328 -0.0362
Si 4.5214 6.5178 7.5831 -0.0838 0.0913 0.0004
Si 9.2855 7.0303 7.4761 -0.0216 0.0185 -0.0321
Si 1.1542 9.8115 7.322 -0.0221 -0.1657 -0.1055
Si 7.0068 9.2366 7.4099 -0.0495 0.0161 -0.0258
O 1.2549 4.0997 24.1336 -0.009 0.0027 -0.0442
O 6.7798 9.5893 24.2686 -0.0341 0.0323 -0.0559
O 2.9237 2.7843 7.4852 -0.0945 0.0502 0.0718
O 8.1574 8.171 7.9013 0.0328 -0.0285 0.0497
O 5.5869 5.3532 8.0204 0.1155 -0.2279 0.0982
O 0.0823 -0.0037 7.927 -0.0261 0.0313 0.0639
O 5.3522 5.5283 23.1669 0.0248 0.0137 -0.0733
O 10.5196 0.4913 23.1065 -0.022 0.0468 -0.0324
O 2.1804 9.3689 8.5647 -0.0078 0.1177 0.0045
O 1.2709 3.881 9.0383 -0.043 0.0306 0.0128
O 9.481 2.0038 8.7648 -0.0179 -0.0103 0.0058
O 7.5984 9.9616 12.0589 0.0472 -0.01 -0.0093
O 3.4924 0.7668 9.0006 0.0076 0.0164 -0.0547
O 4.3731 7.323 9.3765 -0.0414 0.0746 0.0353
O 7.2342 3.373 8.9399 0.0363 -0.0011 0.0125
O 9.8543 6.5035 8.9317 0.0052 0.0237 0.0575
O 3.3419 2.4591 23.1918 0.023 -0.0485 -0.0433
O 4.6619 0.1821 23.544 0.0082 0.0243 -0.0324
O 9.2077 2.4957 24.0158 -0.0296 -0.0633 -0.0885
O 9.8321 5.5737 23.5813 0.0078 0.047 -0.008
O 19.8915 8.1216 23.5951 -0.0061 -0.04 -0.0432
O 3.2829 7.9761 23.3374 -0.0143 -0.0087 -0.0612
O 6.9888 4.0073 24.4222 0.0446 -0.0387 -0.0417
O 1.3144 9.6424 24.1538 -0.0075 -0.0064 -0.0558
Si 3.8514 6.3956 10.8042 -0.0215 0.008 -0.274
Si 9.1196 4.2724 14.6534 -0.0013 0.0017 -0.0063
Si 7.4333 8.3393 11.9652 -0.0769 0.0162 -0.0488
Si 4.2118 1.2761 22.4207 -0.0088 0.005 0.0138
Si 17.1397 3.8475 14.2889 -0.0138 0.0014 -0.0104
Si 2.7453 -0.4466 20.1831 0.012 0.007 0.0093
Si 7.1809 4.1611 19.5078 -0.0093 0.0103 -0.0023
Si 14.0188 6.6451 16.5003 -0.001 -0.0126 -0.0083
Si 1.9404 4.1928 10.4918 0.0364 0.1212 -0.034
Si 5.7047 16.2088 16.7965 -0.0074 -0.0076 -0.0178
Si 3.7809 9.7575 17.3153 0.0034 -0.0039 -0.0103
Si 10.2453 4.459 11.7183 0.0244 0.0108 -0.0217
Si 10.9208 6.522 16.0943 0.0011 -0.0086 -0.0115
Si 7.982 1.6172 14.5471 -0.0018 0.0016 -0.0048
Si 2.7843 10.3932 9.7032 0.1107 -0.0766 0.0443
Si 9.1266 6.7813 22.6891 -0.0005 0.001 0.0453
Si 11.1819 -1.1377 11.2361 0.0323 -0.0053 -0.0372
Si 3.5926 -3.2659 13.7735 -0.0144 -0.0006 -0.0623
Si 5.2274 8.765 9.9224 -0.1972 -0.0945 -0.0259
Si 9.5724 1.7637 22.6239 0.0125 0.0525 0.06
Si 11.9363 -0.4248 16.6387 0.0033 0.0017 -0.0185
Si 8.4276 2.6483 9.8229 -0.0159 0.0101 -0.0154
Si -0.4267 8.2417 18.436 0.0057 -0.0125 -0.0017
Si 11.7556 -2.0269 14.1889 0.0168 0 -0.0234
Si 4.7313 3.8293 11.6312 0.0199 0.0468 -0.0261
Si 6.0226 6.0858 21.7794 0.0009 -0.0003 0.0208
Si 6.4783 7.7383 14.768 -0.006 0.0037 -0.0262
Si 11.5395 6.5202 20.7284 -0.0096 0.0066 0.0105
Si 11.1023 1.0883 18.8846 0.0052 0.0045 0.0005
Si 14.2247 7.6937 21.7211 0.0116 -0.008 0.0309
Si 6.9652 1.3687 20.8319 -0.0041 0.0055 0.019
Si 9.9688 7.2018 10.4093 0.014 -0.0005 -0.0317
Si -0.6406 3.6869 20.228 0.0169 -0.0003 0.0286
Si 8.4553 -0.6041 19.1672 0.0004 -0.0076 -0.0108
Si 6.8464 10.2279 16.4188 0.0005 0.0019 -0.0212
Si 8.5571 0.3323 11.8213 -0.0341 -0.017 -0.0037
O 13.373 8.7989 13.9468 -0.0146 -0.0241 0.0147
O 7.7414 -0.7352 17.7402 -0.0031 -0.0006 0.007
O 6.0242 8.1094 11.1455 0.139 0.0365 0.128
O 1.6113 10.6129 10.8165 -0.036 -0.0184 0.0027
O 5.0126 -5.6639 10.874 -0.0344 -0.0788 0.0584
O 10.001 7.2037 17.2699 0.03 0.0153 0.0094
O 6.257 4.9581 20.6128 0.0179 -0.0122 -0.018
O 6.6467 13.27 13.9362 0.0363 0.0161 0.0142
O 3.5979 7.1788 12.1937 -0.03 0.0497 0.1759
O 2.4254 5.7746 10.3316 0.0159 -0.0978 0.0652
O 7.5841 4.7713 14.2759 0.0028 -0.0345 0.0142
O 11.4312 -1.5987 17.6545 -0.0089 0.0063 -0.0109
O 9.8947 4.1691 13.2464 -0.0211 0.0021 0.016
O 0.613 7.4531 19.3992 -0.0171 -0.0033 -0.0076
O 6.9581 2.5326 19.6582 0.0012 0.0063 0.0053
O 12.4373 6.2128 16.7088 -0.0158 0.0201 -0.0144
O 17.227 6.5393 15.8796 -0.0197 -0.023 0.0046
O 13.0251 6.6018 21.4215 0.0002 0.0238 -0.0102
O 3.2848 0.6457 21.2546 0.0024 -0.0179 -0.0089
O 0.7828 3.8135 11.5417 -0.0113 -0.008 -0.0058
O 7.2198 -0.1297 20.1618 0.007 0.0102 -0.0139
O 8.1627 1.3863 21.9319 0.0023 0.0146 -0.008
O -1.6704 8.8952 19.3015 0.0259 -0.0015 -0.0112
O 2.7835 9.0454 20.9459 -0.0017 -0.0028 0.0036
O 12.239 0.2089 19.7079 -0.0107 0.0095 -0.0187
O 6.0948 9.5308 8.8006 0.0579 0.0475 -0.0349
O 8.5495 7.7317 10.9778 0.0196 0.0078 0.0034
O 8.8129 0.9608 13.3019 -0.0271 0.006 -0.0064
O 7.3875 11.519 15.6161 0.0018 -0.0084 -0.0045
O 5.6937 2.6042 11.2265 0.0412 0.2363 0.213
O 2.6221 -0.3475 16.5287 -0.011 -0.0256 0.0202
O 3.226 14.3384 11.1233 0.046 -0.031 0.0009
O -6.7679 5.6678 17.2591 0.0142 0.0085 -0.0252
O 11.1303 7.533 14.8093 0.0038 -0.005 0.0264
O 4.0227 9.6683 10.4923 0.0113 0.0255 -0.0661
O 3.4439 8.1589 17.0517 -0.0003 0.0135 -0.0098
O 10.0282 5.2238 15.6235 0.0056 0.0102 -0.0125
O 10.2951 2.835 21.6332 -0.0312 -0.0187 -0.0062
O 5.0344 15.1457 13.1939 0.0181 -0.0252 0.0362
O 4.8283 7.1723 21.3054 -0.0148 -0.0107 0.0048
O 11.0324 2.693 19.1555 -0.0103 -0.0031 0.0163
O 8.9403 2.7528 15.2678 -0.0232 0.0017 -0.0321
O 3.7095 -0.7126 18.8809 -0.0188 0.0064 -0.0094
O 5.5935 1.6943 21.657 0.0142 -0.013 -0.009
O 5.2458 10.1927 16.742 0.0081 -0.0127 -0.0023
O 7.9127 1.4042 10.7602 0.0177 -0.0031 0.0286
O 9.6098 0.5422 19.2785 0.0065 -0.0155 -0.0104
O 17.6158 4.7982 18.0501 -0.0042 -0.0074 0.0064
O 7.5949 6.5316 22.1129 -0.0341 0.0055 -0.0254
O -5.8937 -2.6568 14.1712 0.0164 -0.0136 0.0161
O 7.3688 -3.4138 13.3806 0.0003 0.0106 0.0058
O 11.389 -0.7503 15.1382 0.0131 -0.0141 0.0236
O 10.2567 7.101 21.5689 0.0149 -0.0275 -0.0071
O 9.1352 3.8063 10.7183 0.0189 -0.0048 0.0138
O 8.818 -6.6446 19.7605 0.0068 -0.0079 0.0006
O 0.4259 11.8994 17.2652 -0.0009 -0.0242 0.0289
O 16.5097 3.9913 15.783 0.0262 0.0381 0.009
O 11.1087 -1.7289 12.7419 0.0071 -0.0008 0.0278
O 11.2916 4.9538 20.3954 -0.029 -0.0013 -0.0057
O 0.0478 8.4797 10.2763 -0.0442 -0.005 0.0388
O 10.4535 6.0528 11.4404 -0.0197 -0.0161 -0.012
O 9.9586 -0.0868 11.1062 -0.011 -0.0084 0.0143
O 14.2385 6.4878 14.8598 0.0012 0.0175 0.0431
O 7.2428 8.9292 15.5349 -0.021 0.0132 0.0111
H 5.4839 2.1523 10.4041 -0.0849 -0.226 -0.2069

Results
free energy: -133997.228 eV
free energy less fixed offsets of H -17.10, O -569.03, Si -635.61 eV per atom: -4.968 eV

The program warned: the cutoff lies below the one the program advises for these potential files; the exchange-correlation potential is rough where the density is thin.
